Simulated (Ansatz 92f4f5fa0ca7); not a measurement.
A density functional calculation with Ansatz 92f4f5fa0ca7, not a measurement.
Periodic cell of 223 atoms, Si132O90As1, from a study of silicon, its oxide and their interface. The atomic structure is a simulated model.
Doubt: the cutoff is far below the 930 eV that the study's wrapper takes by default for these files, so forces and energies are approximate.
This geometry differs little from another in the collection (a relaxation step or a small displacement).

Settings
functional: PBE
potential files: Ansatz PAW
basis: plane waves
wave-function cutoff: 580 eV
density cutoff ratio: 5
exchange-correlation grid ratio: 1
k mesh: 1 x 1 x 1, Gamma-centred
self-consistency stop: 5e-08 eV per atom in the density residual
occupations: fixed
spin: none
net charge: +1 e, with a uniform compensating background and no finite-size correction

Cell vectors (angstrom)
a, 10.938, 0, 0
b, 0, 10.938, 0
c, 0, 0, 32.1988

Atoms and the computed forces on them: element, x, y, z (angstrom), force x, y, z (eV/angstrom)
Si, 10.5989, 0.2355, 24.8585, 0.0035, -0.0019, 0.0149
Si, 5.7475, 10.6957, 24.724, -0.0022, 0.0009, 0.0174
Si, 2.4957, 2.9255, 24.6239, 0.0002, 0.0002, 0.0191
Si, 8.4372, 2.4797, 24.8115, 0.0001, 0.0017, 0.0155
Si, 0.2853, 5.1779, 24.749, 0.0003, 0.0028, 0.0168
Si, 5.1655, 5.7601, 24.687, 0.0018, -0.001, 0.0174
Si, 2.9452, 8.0244, 24.5891, 0.0008, 0.0019, 0.0211
Si, 7.9544, 8.4473, 24.7167, 0.0007, -0.0001, 0.0154
Si, 1.3456, 1.402, 26.0381, -0.0015, -0.0007, -0.0176
Si, 6.8584, 1.3276, 26.1189, 0, -0.0012, -0.0176
Si, 4.0563, 4.122, 25.9952, -0.0007, 0, -0.0181
Si, 9.6216, 4.075, 26.0905, 0.0008, -0.0009, -0.0186
Si, 1.4108, 6.847, 26.0043, -0.0019, -0.0016, -0.0178
Si, 6.7857, 6.8705, 26.0291, -0.0029, 0.0009, -0.016
Si, 4.1174, 9.5561, 26.001, 0.0007, -0.0005, -0.0178
Si, 9.4752, 9.5871, 26.1527, 0.0017, 0.001, -0.0189
Si, 2.7564, 0.0273, 27.3416, -0.0009, -0.0011, 0.0145
Si, 8.18, 0.0086, 27.5551, -0.0003, 0.0019, 0.0071
Si, 0.0346, 2.7441, 27.4853, 0, 0.0006, 0.0088
Si, 5.4687, 2.7766, 27.3615, -0.0009, 0.0018, 0.0129
Si, 2.7497, 5.4943, 27.4267, -0.0008, 0.0003, 0.0116
Si, 8.2147, 5.5031, 27.3522, -0.0015, 0.0002, 0.0141
Si, 0.0199, 8.2173, 27.3718, 0.0004, 0.0011, 0.0118
Si, 5.4648, 8.2293, 27.4426, -0.0001, 0.0008, 0.0094
Si, 4.1093, 1.4038, 28.7529, -0.0005, 0.0004, -0.0146
Si, 9.6021, 1.3876, 28.8548, 0.0004, -0.0005, -0.0045
Si, 1.3912, 4.1413, 28.8247, -0.0008, 0.004, -0.0074
Si, 6.8577, 4.1394, 28.7509, -0.0002, 0.0009, -0.0152
Si, 4.1221, 6.8534, 28.8113, 0.0016, -0.0007, -0.0084
Si, 9.5834, 6.8624, 28.759, 0.0006, 0.0002, -0.0131
Si, 1.3959, 9.6062, 28.747, 0.0007, 0.0004, -0.0157
Si, 6.8087, 9.5765, 28.87, -0.0042, 0.0002, -0.0031
Si, 0.0567, 0.0242, 30.1695, -0.0009, -0.0001, 0.0089
Si, 5.4613, 0.0569, 30.1667, 0.0014, -0.0039, 0.0086
Si, 2.7719, 2.7715, 30.1584, 0.0009, -0.0002, 0.0101
Si, 8.2295, 2.7943, 30.1487, 0.0002, 0.0009, 0.0099
Si, 0.0142, 5.5165, 30.1482, -0.0011, 0.0002, 0.0084
Si, 5.5182, 5.5056, 30.1545, -0.0012, -0.001, 0.0084
Si, 2.762, 8.2572, 30.1326, -0.0032, 0.0019, 0.0098
Si, 8.2391, 8.2238, 30.1679, -0.0008, 0.0009, 0.0074
Si, 1.4132, 1.4093, 31.5541, -0.0017, -0.0013, -0.0057
Si, 6.8659, 1.4229, 31.5164, 0.0011, 0.0005, -0.008
Si, 4.1483, 4.1453, 31.5316, 0.002, 0.0016, -0.0086
Si, 9.6007, 4.1532, 31.538, 0.0001, 0.0007, -0.0081
Si, 1.3912, 6.9019, 31.5031, 0.0033, 0, -0.008
Si, 6.8821, 6.867, 31.5596, 0.0011, 0.0021, -0.0057
Si, 4.1178, 9.6167, 31.5446, -0.001, 0.002, -0.0096
Si, 9.615, 9.6031, 31.5386, -0.0004, 0.0006, -0.007
Si, 2.7782, 0.0465, 0.7258, 0.0002, -0.0045, 0.0075
Si, 8.245, 0.0632, 0.6746, -0.0041, -0.0016, 0.0095
Si, 0.0377, 2.7935, 0.7095, -0.0078, 0.0037, 0.0036
Si, 5.528, 2.7911, 0.6943, -0.0004, -0.0024, 0.0079
Si, 2.7845, 5.5622, 0.6575, -0.0051, 0.0031, 0.0079
Si, 8.2652, 5.5171, 0.7263, 0.0024, -0.0002, 0.0061
Si, 0.054, 8.2489, 0.7018, -0.0018, 0.0003, 0.0086
Si, 5.5243, 8.2749, 0.7069, 0.002, 0.0057, 0.0036
Si, 4.1809, 1.4209, 2.075, 0.0002, -0.0043, -0.0121
Si, 9.6067, 1.4078, 2.0845, 0.011, 0.006, -0.0211
Si, 1.4177, 4.2199, 2.0421, 0.008, -0.0021, -0.0044
Si, 6.8961, 4.1432, 2.0922, 0.0074, 0.0049, -0.0146
Si, 4.1481, 6.9078, 2.0792, -0.0008, 0.0034, -0.0129
Si, 9.6276, 6.9079, 2.0999, -0.0085, 0.0046, -0.0055
Si, 1.4066, 9.617, 2.0985, -0.0019, 0.0094, -0.0138
Si, 6.9098, 9.6477, 2.0922, -0.0014, -0.014, -0.0089
Si, -0.0105, -0.0037, 3.4387, -0.019, -0.0125, 0.032
Si, 5.5651, 0.0909, 3.4766, -0.0073, 0.0077, 0.0091
Si, 2.8328, 2.8698, 3.3384, -0.0012, 0.0112, 0.0024
Si, 8.2448, 2.7664, 3.4674, -0.0054, 0.0038, 0.0169
Si, 0.0856, 5.5786, 3.465, -0.0019, -0.0125, 0.0138
Si, 5.544, 5.546, 3.414, -0.0021, -0.0027, 0.0275
Si, 2.8053, 8.2842, 3.4675, 0.0049, 0.0071, 0.0161
Si, 8.3134, 8.3225, 3.4516, 0.0008, 0.0206, 0.035
Si, 1.4085, 1.4997, 4.6049, -0.0044, -0.008, -0.0273
Si, 6.9235, 1.4128, 4.9493, -0.0011, 0.0012, 0.0075
Si, 4.2235, 4.1426, 4.8056, 0.0117, -0.0077, -0.0388
Si, 9.6231, 4.1777, 4.7924, 0.0012, 0.0071, -0.0227
Si, 1.4771, 6.923, 4.8883, -0.0039, 0.0105, -0.0011
Si, 6.9035, 6.9557, 4.7756, 0.0186, 0.0218, -0.0247
Si, 4.1831, 9.6738, 4.8523, -0.0044, 0.0045, -0.0201
Si, 9.748, 9.4984, 4.974, -0.0575, 0.0193, -0.0553
Si, 2.8366, 0.2989, 5.985, 0.0181, -0.0089, 0.0507
Si, 8.2988, -0.0101, 6.2643, 0.0334, 0.0032, -0.023
Si, 0.0842, 2.7823, 6.0388, -0.0218, 0.0008, 0.0494
Si, 5.5533, 2.8262, 6.2887, 0.0007, -0.0012, 0.0214
Si, 2.9006, 5.5379, 6.1453, -0.0324, -0.0037, 0.0519
Si, 8.2628, 5.5659, 6.107, -0.0076, 0.0122, 0.0536
Si, 0.3684, 8.1536, 6.5793, 0.0757, -0.0112, 0.2075
Si, 5.5759, 8.3148, 6.2069, 0.0197, 0.0101, 0.0524
Si, 3.8874, 1.7078, 7.6081, 0.0357, -0.0235, -0.0594
Si, 9.867, 1.2821, 7.4909, -0.0795, 0.009, -0.0858
Si, 1.6704, 3.9283, 7.3543, 0.0747, 0.0097, -0.1369
Si, 6.705, 4.5133, 7.5465, 0.0336, -0.0093, -0.0323
Si, 4.4471, 6.7206, 7.5303, 0.0103, 0.0122, 0.0049
Si, 9.4731, 7.0109, 7.5505, 0.0788, 0.0523, -0.289
Si, 1.2937, 10.2106, 7.3719, -0.0472, -0.0568, -0.0469
Si, 7.1984, 9.3094, 7.6943, 0.0157, -0.034, -0.227
O, 8.3742, 8.1911, 7.7805, -0.0388, -0.0501, 0.1459
O, 2.7691, 2.8621, 7.9795, -0.0347, 0.0003, 0.0048
O, 9.5415, 1.3691, 24.2685, 0.0003, 0.0007, 0.0032
O, 4.0693, 6.8852, 24.1376, 0.0008, -0.0013, 0.0005
O, 0.1073, 0.2398, 7.9983, 0.1285, 0.0212, 0.0302
O, 5.5928, 5.6388, 8.0371, -0.0273, -0.0011, -0.0234
O, 6.8679, 9.5889, 24.2007, -0.0005, 0.0008, 0.0016
O, 1.39, 4.0789, 24.1734, -0.0007, 0.0015, 0.0013
O, 3.8523, 7.4908, 8.8755, -0.0059, -0.0134, 0.021
O, 0.7225, 4.5132, 8.5227, -0.0551, -0.0066, 0.0275
O, 9.7928, 6.3177, 9.0065, -0.0157, -0.085, 0.184
O, 2.3484, 9.8182, 8.5868, 0.0151, 0.083, -0.0108
O, 7.4603, 3.9876, 8.9026, 0.0058, -0.0119, 0.0184
O, 4.3174, 0.9772, 9.0128, 0.0097, -0.0143, 0.0274
O, 6.7598, 9.5048, 9.2475, -0.0873, 0.0595, 0.1053
O, 9.1964, 1.9801, 8.8067, -0.0135, 0.0218, 0.0303
O, 7.7066, 3.1545, 23.5157, -0.0056, 0.0041, -0.0064
O, 10.4817, 5.8316, 23.4524, -0.0047, 0.0045, -0.0064
O, 5.0858, 0.4322, 23.3914, -0.0044, 0.0058, -0.0085
O, 5.8556, 5.0808, 23.3675, 0.0055, -0.0063, -0.0091
O, 3.1065, 2.2037, 23.269, 0.0068, -0.006, -0.0107
O, 2.3037, 8.7235, 23.227, -0.0091, 0.0057, -0.0104
O, 8.6182, 7.7486, 23.3862, 0.0064, -0.0067, -0.0099
O, 0.2385, 10.3148, 23.6097, 0.0028, -0.0047, -0.0072
Si, 4.3819, 1.5583, 22.4418, -0.0018, -0.0001, 0.0055
Si, 3.418, 7.8126, 13.9917, -0.0023, -0.0015, -0.0038
Si, 7.0511, 0.8809, 14.6566, 0.0075, -0.0002, -0.0037
Si, 0.9386, 9.3407, 22.5223, 0.0022, -0.0001, 0.0048
Si, 1.1195, 4.0905, 11.9252, -0.004, 0.0072, -0.0196
Si, 6.1646, 8.8773, 15.2938, -0.0017, 0.0008, -0.0011
Si, 0.6641, 1.1593, 12.2995, -0.0034, 0.0017, -0.0017
Si, 8.6092, 4.9317, 20.4941, -0.0005, 0.0013, 0.0089
As, 0.4932, 5.9007, 9.6623, 0.0309, -0.031, 0.1018
Si, 5.0449, 3.0684, 17.9225, -0.0003, -0.0019, 0.0068
Si, 0.8477, 3.6618, 16.7495, 0.0018, -0.001, 0.0047
Si, 10.3507, 2.7899, 19.2242, -0.0001, -0.001, 0.0093
Si, 5.2742, 1.1799, 10.3475, -0.0011, 0.0075, 0.0027
Si, 0.8331, 0.122, 19.8334, 0, -0.0003, 0.0099
Si, 6.5936, 9.4149, 10.8846, -0.0174, 0.013, 0.0229
Si, 9.2919, 9.6025, 18.3101, -0.0005, 0.0015, 0.0075
Si, 9.3147, 9.1714, 12.5907, 0.0179, -0.0026, 0.002
Si, 6.5622, 3.8398, 22.5776, -0.0014, 0.0018, 0.0036
Si, 2.4118, 8.2628, 9.0849, 0.0535, 0.0154, 0.0335
Si, 10.527, 7.2841, 17.0586, -0.0007, -0.0006, 0.0022
Si, 2.4503, 6.2047, 16.5621, 0.0014, -0.0017, 0.0021
Si, 10.1452, 4.3909, 14.213, 0.0054, -0.0018, -0.0096
Si, 6.0764, 9.1169, 18.4932, -0.0006, 0.0007, 0.0095
Si, 7.9493, 2.6194, 9.6468, 0.0063, 0.0125, -0.0074
Si, 8.87, 2.0525, 12.4781, -0.001, 0.0048, -0.0106
Si, 5.2649, 6.1872, 18.0578, 0.0008, 0.0024, 0.0049
Si, 3.8786, 0.5089, 19.4476, -0.0014, -0.0007, 0.0121
Si, 4.182, 3.8115, 12.0152, -0.0021, -0.0065, -0.0001
Si, 5.5036, 6.5222, 12.1021, -0.0004, -0.0091, -0.0024
Si, 7.9435, 2.4399, 17.2289, 0.0028, 0.0007, 0.0055
Si, 4.306, 2.4328, 14.9243, -0.0017, 0.0004, -0.0033
Si, 1.507, 1.0887, 15.282, -0.001, -0.0017, -0.0017
Si, 1.4541, 9.2162, 11.9236, -0.0067, 0.0021, 0.0033
Si, 7.9835, 6.7437, 13.8541, 0.0014, -0.0013, -0.0018
Si, 10.3614, 9.7534, 15.492, 0.0044, 0.0005, 0.001
Si, 9.8008, 6.994, 22.5393, -0.0032, 0, 0.0051
Si, 8.0401, 5.4255, 17.3978, -0.0008, -0.0014, 0.0059
O, 5.9782, 7.9155, 11.2839, 0.0091, -0.002, 0.0018
O, 5.9284, 9.111, 16.8776, 0.001, -0.0006, -0.0057
O, 7.6864, 1.2379, 13.2046, 0.0008, -0.0006, 0.0017
O, 0.8079, 1.4952, 13.8819, -0.0014, 0.0005, -0.0006
O, 9.3386, 6.206, 16.8439, 0.0019, -0.0003, -0.0014
O, 6.7357, 6.0827, 13.0633, -0.005, 0.0011, -0.0026
O, 5.0536, 4.6021, 18.5983, 0.0003, -0.0014, -0.0028
O, 9.1728, 2.1039, 18.2758, -0.0016, -0.0003, -0.0038
O, 2.3197, 0.0447, 19.0806, 0.0006, 0, -0.004
O, 9.3764, 10.1638, 16.755, 0.0008, -0.0005, -0.0024
O, 2.6955, 4.4298, 11.647, 0.0017, -0.0047, 0.0021
O, 5.0176, 10.2703, 19.0918, 0.0021, -0.0024, -0.0035
O, 9.4275, 3.1005, 13.5604, -0.0033, -0.004, 0.0041
O, 0.3884, 1.7008, 19.9653, -0.0001, 0.0011, -0.0044
O, 3.1113, 1.3042, 15.0622, 0.0011, 0.0003, 0.0028
O, 8.1347, 5.3521, 19.0142, 0.0001, -0.0002, -0.006
O, 3.8247, 6.5447, 17.3748, -0.0014, -0.0003, -0.0022
O, 4.5661, 3.2141, 16.3504, -0.0011, -0.0004, -0.0033
O, 9.0191, 5.5642, 14.276, -0.0025, 0.0049, 0.0046
O, 5.4461, 2.7496, 22.1346, 0.0007, 0.0007, -0.0024
O, 10.616, 4.1023, 15.7299, -0.0022, 0.0006, 0.0025
O, 0.3191, 3.7894, 18.2895, 0.0007, 0.0007, -0.003
O, 10.379, 10.4337, 19.2192, -0.0013, -0.0011, -0.0045
O, 9.6364, 9.9662, 14.0258, -0.0046, -0.0015, -0.0014
O, 10.912, 8.0971, 22.1085, -0.0012, 0.0006, -0.0018
O, 1.127, 2.0747, 16.5167, 0.002, -0.0024, 0.0002
O, 9.6941, 3.7126, 20.4098, 0.0014, -0.0022, -0.0039
O, 8.0642, 3.9665, 16.6851, 0.0001, 0.0003, -0.0009
O, -0.1677, 8.979, 11.8505, -0.0013, 0.0002, 0.0051
O, 6.5284, 2.3695, 18.0419, -0.0009, -0.0004, -0.0015
O, 5.5292, 10.6849, 11.1549, -0.0026, 0.0084, 0.0014
O, 7.6938, 9.5185, 18.811, 0.0018, -0.0011, -0.0035
O, 10.0021, 0.9516, 11.9935, 0.0058, -0.0052, 0.0041
O, 1.3918, 7.4977, 8.0462, -0.0863, -0.0495, -0.1422
O, 0.6331, 4.5943, 13.4092, 0.0064, 0.0002, 0.0023
O, 5.637, 7.5615, 18.9792, 0.0002, -0.0021, -0.0043
O, 5.1636, 5.0276, 11.4525, 0.0006, 0.0017, 0.0008
O, 2.6397, 6.893, 15.0954, 0.0028, 0.0022, -0.0007
O, 1.1036, 2.5057, 11.5369, 0.0016, 0.0074, 0.0007
O, 0.8705, 10.5484, 15.6199, 0.0001, -0.0009, 0.0021
O, 2.1052, 8.3645, 10.6857, 0.0055, -0.0291, -0.0316
O, 4.6374, 2.3977, 11.2597, 0.0003, -0.001, 0.0003
O, 4.1351, 3.4747, 13.6467, -0.0003, 0.003, 0.0015
O, 2.1734, 4.587, 16.4854, 0.0009, -0.0002, 0.0014
O, 10.6457, 8.1583, 15.6777, -0.0002, -0.0006, 0.0013
O, 6.8417, 10.2131, 14.6744, 0.0004, -0.0026, 0.0035
O, 2.2596, 8.7414, 13.2734, -0.0017, 0.0002, 0.0011
O, 7.9234, 1.4429, 15.9316, 0, -0.003, -0.0033
O, 4.1033, 6.8747, 12.8555, 0.0039, 0.0001, 0.002
O, 4.1073, 1.9558, 18.6902, 0.0014, 0.0035, -0.0052
O, 7.2718, 4.4263, 21.2615, -0.0003, -0.001, -0.0029
O, 8.3748, 2.9045, 11.1799, -0.0031, -0.0002, 0.0015
O, 1.1079, 6.7568, 17.3395, 0.0003, -0.0007, -0.002
O, 5.6023, 1.5485, 14.6369, -0.0063, -0.0022, 0.0033
O, 8.053, 9.7064, 11.6331, 0.0003, -0.0107, -0.0007
O, 9.2048, 6.2605, 21.2287, 0.001, -0.0002, -0.004
O, 8.8862, 7.6475, 12.8812, 0.0027, 0.0042, 0.0018
O, 1.5976, -0.0869, 11.8147, 0.0014, -0.0018, 0.003
O, 6.5728, 6.0812, 17.0617, 0.0004, 0.0003, -0.0014
O, 7.2695, 7.6908, 14.9998, 0.0011, -0.002, 0.0017
O, 1.1831, 10.2764, 21.2304, 0, -0.0001, -0.0042
O, 9.986, 8.124, 18.3424, 0.0009, -0.0015, -0.0029
O, 3.9355, 0.8312, 21.0657, 0, -0.0008, -0.0083
O, -0.01, 4.8028, 10.9767, -0.0231, 0.0399, -0.034
O, 6.7103, 1.5746, 9.6712, -0.0054, -0.0076, 0.0017
O, 4.6686, 8.6494, 14.6504, -0.0001, -0.0008, 0.0037

Results
free energy: -139955.324 eV
free energy less fixed offsets of As -4856.12, O -568.88, Si -635.61 eV per atom: 0.516 eV

The program warned: the cutoff lies below the one the program advises for these potential files; the exchange-correlation potential is rough where the density is thin.
